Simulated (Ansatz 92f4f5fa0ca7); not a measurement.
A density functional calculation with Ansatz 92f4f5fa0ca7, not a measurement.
Periodic cell of 414 atoms, Si266O148, from a study of silicon, its oxide and their interface. The atomic structure is a simulated model.
Doubt: the cutoff is far below the 930 eV that the study's wrapper takes by default for these files, so forces and energies are approximate.
This geometry differs little from another in the collection (a relaxation step or a small displacement).

Settings: functional PBE; potential files Ansatz PAW; basis plane waves; wave-function cutoff 580 eV; density cutoff ratio 5; exchange-correlation grid ratio 1; k mesh 1 x 1 x 1, Gamma-centred; self-consistency stop 5e-08 eV per atom in the density residual; occupations fixed; spin none; net charge 0.

Cell vectors (angstrom)
a	15.4687	0	0
b	0	12.8259	0
c	0	0	36.3514

Atoms and the computed forces on them: element, x, y, z (angstrom), force x, y, z (eV/angstrom)
Si	-0.004	1.172	33.685	0.003	-0.003	-0.019
Si	3.9	1.172	33.691	0.009	-0.002	-0.012
Si	7.764	1.173	33.667	-0.006	-0.014	-0.031
Si	11.602	1.176	33.665	-0.008	0.014	-0.027
Si	1.966	7.597	33.677	-0.001	-0.014	-0.03
Si	5.802	7.594	33.679	0.003	-0.005	-0.035
Si	9.693	7.59	33.686	-0.001	-0.012	-0.037
Si	13.558	7.592	33.677	0.002	-0.012	-0.024
Si	1.934	5.247	34.085	0.045	0.233	0.047
Si	5.801	5.247	34.085	0.174	0.184	0.061
Si	9.668	5.247	34.085	0.101	0.053	-0.052
Si	13.535	5.247	34.085	0.108	0.136	-0.058
Si	0	11.66	34.085	0.212	0.122	-0.017
Si	3.867	11.66	34.085	0.104	0.126	-0.206
Si	7.734	11.66	34.085	-0.002	0.186	-0.062
Si	11.602	11.66	34.085	-0.029	0.058	-0.154
Si	0	4.664	35.321	-0.058	0.044	0.002
Si	3.867	4.664	35.321	-0.057	-0.009	-0.028
Si	7.734	4.664	35.321	-0.036	0.04	0.025
Si	11.602	4.664	35.321	-0.017	0.016	-0.017
Si	1.934	11.077	35.321	-0.071	0.011	-0.008
Si	5.801	11.077	35.321	-0.006	-0.027	-0.032
Si	9.668	11.077	35.321	-0.005	0	-0.03
Si	13.535	11.077	35.321	-0.034	-0.052	-0.059
Si	0	2.332	35.733	-0.064	0.052	0.112
Si	3.867	2.332	35.733	0.095	0.065	0.142
Si	7.734	2.332	35.733	0.09	0.041	-0.01
Si	11.602	2.332	35.733	-0.043	0.008	-0.014
Si	1.934	8.745	35.733	0.08	0.048	0.099
Si	5.801	8.745	35.733	-0.038	0.041	0.117
Si	9.668	8.745	35.733	0.072	0.028	0.128
Si	13.535	8.745	35.733	0.028	0.025	0.068
Si	1.934	1.749	0.619	-0.001	-0.03	-0.019
Si	5.801	1.749	0.619	-0.026	-0.003	0.001
Si	9.668	1.749	0.619	-0.005	0	0.012
Si	13.535	1.749	0.619	0.001	-0.007	0.001
Si	0	8.162	0.619	-0.069	0.001	-0.007
Si	3.867	8.162	0.619	-0.019	0.015	0.03
Si	7.734	8.162	0.619	0.02	-0.015	-0.01
Si	11.602	8.162	0.619	-0.031	0.013	0.008
Si	0	5.83	1.031	0.042	-0.023	-0.007
Si	3.867	5.83	1.031	0.05	-0.014	-0.016
Si	7.734	5.83	1.031	0.038	-0.007	-0.007
Si	11.602	5.83	1.031	0.012	-0.007	-0.005
Si	1.934	12.243	1.031	0.064	-0.006	0.002
Si	5.801	12.243	1.031	0.004	0.028	0.041
Si	9.668	12.243	1.031	0.004	-0.02	-0.013
Si	13.535	12.243	1.031	0.03	0.035	0.014
Si	1.934	5.247	2.268	-0.168	-0.02	-0.145
Si	5.801	5.247	2.268	-0.08	-0.059	-0.293
Si	9.668	5.247	2.268	0.061	-0.039	-0.141
Si	13.535	5.247	2.268	-0.073	0.01	0.158
Si	0	11.66	2.268	-0.084	-0.033	0.001
Si	3.867	11.66	2.268	-0.104	-0.048	-0.074
Si	7.734	11.66	2.268	0.057	-0.041	0.023
Si	11.602	11.66	2.268	-0.109	-0.018	0.061
Si	1.934	2.915	2.68	0.01	0.037	0.059
Si	5.801	2.915	2.68	0.041	0.019	0.059
Si	9.668	2.915	2.68	-0.005	0.051	0.064
Si	13.535	2.915	2.68	0.019	0.036	0.043
Si	0	9.328	2.68	0.077	-0.044	-0.016
Si	3.867	9.328	2.68	0.024	-0.011	0.018
Si	7.734	9.328	2.68	-0.01	-0.046	-0.027
Si	11.602	9.328	2.68	0.039	-0.019	0.008
Si	-0.146	0.284	27.223	0.031	0.021	-0.007
Si	4.348	0.274	26.419	-0.034	-0.051	0.067
Si	7.537	0.608	26.866	0	-0.02	0.006
Si	12.099	-0.173	27.034	0.01	0.031	-0.042
Si	1.634	6.46	27.083	-0.041	0.051	-0.037
Si	6.263	6.493	27.234	0.063	0.064	-0.123
Si	9.403	6.624	27.213	-0.065	0.067	-0.059
Si	13.955	6.588	27.161	0.004	0.062	-0.082
Si	2.085	4.185	27.514	0.016	-0.112	-0.08
Si	5.948	4.225	27.574	-0.002	-0.112	-0.045
Si	9.869	4.352	27.432	-0.017	-0.093	-0.06
Si	13.682	4.278	27.411	0.017	-0.065	-0.028
Si	0.421	10.844	27.047	-0.019	0.058	-0.027
Si	4.021	10.255	27.241	-0.008	-0.127	-0.002
Si	7.868	10.396	27.197	-0.014	0.001	-0.05
Si	11.619	10.421	27.63	0.026	-0.054	0.003
Si	0.098	3.563	28.677	0.011	0.037	0.015
Si	3.983	3.717	28.82	0.042	0.018	0.013
Si	7.914	3.607	28.68	0.046	0.062	-0.015
Si	11.737	3.599	28.638	0.011	0.019	0.011
Si	2.088	10.057	28.561	-0.031	-0.007	-0.008
Si	5.945	10.034	28.576	0.027	0.014	-0.03
Si	9.64	9.914	28.706	-0.05	0.011	-0.019
Si	13.473	9.867	28.878	0.134	0.12	-0.14
Si	0.052	1.309	29.292	-0.013	0.013	-0.003
Si	3.883	1.412	29.301	-0.082	-0.116	-0.221
Si	7.778	1.33	29.093	-0.039	-0.005	0.019
Si	11.623	1.23	28.961	-0.01	-0.008	-0.018
Si	1.972	7.722	29.079	0.02	0.001	-0.019
Si	5.893	7.738	29.182	-0.009	0.023	0.003
Si	9.7	7.657	29.278	-0.023	0.008	-0.028
Si	13.594	7.589	29.264	0.005	-0.014	-0.002
Si	1.977	0.693	30.479	0.009	-0.051	-0.013
Si	5.867	0.696	30.36	-0.005	-0.03	-0.026
Si	9.711	0.64	30.261	0.01	-0.001	0.006
Si	13.512	0.673	30.357	0.014	-0.014	-0.019
Si	0.097	7.07	30.417	0.027	-0.018	-0.014
Si	3.906	7.135	30.34	0	-0.042	0.009
Si	7.763	7.08	30.472	-0.006	0.002	-0.035
Si	11.641	6.975	30.414	0.001	-0.024	0.014
Si	0.078	4.73	30.756	-0.012	0.005	-0.027
Si	3.935	4.819	30.866	-0.005	0.006	-0.025
Si	7.805	4.739	30.77	-0.005	-0.006	-0.002
Si	11.664	4.65	30.774	0	0.007	-0.007
Si	1.989	11.157	30.699	-0.008	0.009	-0.008
Si	5.856	11.168	30.695	-0.002	0.008	-0.036
Si	9.669	11.143	30.733	0.002	0.004	0
Si	13.584	11.173	30.828	0.002	-0.047	-0.095
Si	1.98	4.122	32.021	0.004	0.002	-0.009
Si	5.868	4.123	32.018	0.007	0.005	-0.006
Si	9.714	4.091	32.011	-0.011	0.003	-0.01
Si	13.602	4.113	32.007	0.007	0.018	-0.013
Si	0.067	10.543	32.002	0.003	0.011	-0.041
Si	3.912	10.561	31.962	-0.008	0.013	-0.01
Si	7.75	10.55	31.996	-0.005	-0.009	-0.028
Si	11.61	10.522	31.989	-0.002	0.002	-0.015
Si	1.955	1.804	32.523	-0.004	0.002	-0.001
Si	5.832	1.791	32.452	-0.009	0.003	-0.009
Si	9.686	1.753	32.383	-0.007	-0.005	-0.016
Si	13.538	1.786	32.443	-0.017	-0.023	-0.046
Si	0.037	8.212	32.467	-0.007	0.011	-0.017
Si	3.889	8.236	32.425	0.007	0.007	-0.005
Si	7.752	8.226	32.502	-0.001	0.003	-0.021
Si	11.627	8.185	32.443	-0.003	-0.009	-0.009
Si	0	2.332	3.917	-0.135	-0.144	0.145
Si	3.867	2.332	3.917	-0.028	-0.164	0.186
Si	7.734	2.332	3.917	0.02	-0.224	0.166
Si	11.602	2.332	3.917	-0.05	-0.101	0.425
Si	1.934	8.745	3.917	-0.246	-0.136	-0.142
Si	5.801	8.745	3.917	0.068	-0.164	-0.165
Si	9.668	8.745	3.917	0.014	-0.113	0.229
Si	13.535	8.745	3.917	-0.216	-0.196	0.239
Si	1.88	6.395	4.318	0	-0.004	0.02
Si	5.766	6.393	4.299	-0.009	0.009	0.014
Si	9.664	6.396	4.318	0.008	0.002	0.003
Si	13.501	6.397	4.363	-0.013	0.011	0.025
Si	-0.053	12.819	4.332	-0.008	0.005	0.017
Si	3.828	12.818	4.318	0	-0.001	0.014
Si	7.737	12.82	4.333	0.002	0.011	0.022
Si	11.558	12.812	4.346	-0.004	0	0.007
Si	-0.033	5.779	5.6	-0.008	-0.023	0.004
Si	3.817	5.742	5.479	-0.024	0	0.023
Si	7.707	5.729	5.451	0.013	0.006	-0.018
Si	11.55	5.781	5.618	-0.012	-0.004	0.03
Si	1.875	12.24	5.561	0.013	0.019	0.014
Si	5.777	12.227	5.513	-0.004	0.013	0.008
Si	9.638	12.212	5.639	-0.01	0.002	0.018
Si	13.475	12.193	5.578	-0.003	0.009	0.023
Si	-0.035	3.447	6.017	-0.007	-0.001	0.024
Si	3.847	3.431	6.034	0	-0.005	0.04
Si	7.736	3.432	6.02	0.006	-0.017	0.029
Si	11.581	3.428	6.074	0.007	-0.005	0.038
Si	1.84	9.902	5.955	-0.005	-0.002	0.007
Si	5.805	9.896	5.956	0.018	-0.003	0.006
Si	9.637	9.866	6.031	-0.004	-0.022	0.013
Si	13.457	9.852	6.029	-0.005	0	0.006
Si	1.88	2.872	7.288	-0.008	0.013	-0.003
Si	5.811	2.887	7.307	0.004	0.032	0.039
Si	9.633	2.809	7.345	0.004	0.005	-0.024
Si	13.54	2.818	7.335	0.002	0.011	0.043
Si	-0.071	9.212	7.22	0.013	-0.009	-0.008
Si	3.816	9.263	7.026	-0.016	0.012	-0.008
Si	7.691	9.182	7.226	0.016	0.036	-0.075
Si	11.533	9.27	7.35	0.013	0.025	0.015
Si	-0.042	6.91	7.687	-0.004	0.028	-0.02
Si	3.771	6.959	7.457	-0.013	0.014	-0.005
Si	7.646	6.837	7.472	-0.011	-0.015	0.014
Si	11.463	6.918	7.712	-0.008	0.033	-0.024
Si	1.806	13.345	7.658	-0.014	0.028	0.014
Si	5.737	13.361	7.567	0.022	0.002	0.01
Si	9.595	13.301	7.775	-0.053	0.012	0
Si	13.441	13.276	7.679	-0.012	0.024	0.01
Si	1.979	6.419	8.87	-0.026	0.033	-0.007
Si	5.673	6.351	8.639	-0.004	-0.01	0.011
Si	9.443	6.225	8.831	-0.001	-0.005	-0.042
Si	13.442	6.282	8.852	-0.006	-0.012	-0.012
Si	-0.109	12.513	8.833	-0.012	-0.017	-0.02
Si	3.793	12.778	8.752	-0.009	0.004	-0.033
Si	7.573	12.566	8.815	0.025	-0.005	-0.129
Si	11.539	12.723	9.036	0.023	0.029	-0.011
Si	1.982	4.133	9.319	0.03	0.013	-0.032
Si	5.636	4.098	9.4	0.015	0.021	0.061
Si	9.72	3.955	9.435	-0.005	-0.009	0.005
Si	13.615	4.004	9.444	0.053	-0.007	-0.029
Si	-0.092	10.202	9.351	0.009	-0.068	0.021
Si	3.796	10.467	8.996	-0.013	-0.038	0.035
Si	7.642	10.315	9.301	0.022	-0.012	0.169
Si	11.539	10.39	9.502	-0.058	-0.001	0.001
Si	0.182	3.644	10.705	0.005	-0.029	0.046
Si	3.774	3.329	10.622	0.017	-0.012	0.042
Si	8.165	3.346	11.158	0.03	0.026	0.035
Si	11.673	3.429	10.635	0	0.025	0.062
Si	2.029	9.82	10.376	-0.001	0.087	0.066
Si	5.562	9.91	10.387	0.001	0.066	0.078
Si	9.529	9.931	10.737	0.026	0.097	-0.006
Si	13.44	9.623	10.727	0.013	0.069	0.067
Si	-0.32	0.627	10.937	-0.047	0.046	-0.034
Si	3.989	0.981	10.857	-0.021	-0.09	0.06
Si	7.151	0.472	10.99	-0.041	-0.028	0.046
Si	11.983	1.108	11.068	0.024	-0.048	0.004
Si	2.573	7.589	10.867	0.06	-0.059	0.049
Si	5.639	7.588	10.61	0.045	-0.068	-0.009
Si	8.687	6.983	10.932	-0.044	0.066	0.066
Si	13.28	7.272	10.962	0.021	-0.047	-0.007
O	13.595	13.721	11.353	0.019	-0.005	-0.018
O	5.591	13.727	11.308	0.029	-0.036	-0.064
O	5.955	0.514	26.452	-0.064	-0.011	0.02
O	11.627	-0.05	25.444	0.019	-0.02	0.118
O	3.078	7.948	15.47	0.005	0.027	-0.023
O	7.079	7.096	11.334	0.004	0.001	-0.056
O	7.821	6.803	26.721	-0.003	-0.029	0.092
O	0.06	6.789	26.665	0.017	-0.041	0.064
O	8.22	3.38	12.817	0.019	0.045	-0.084
O	3.007	13.143	12.025	0.047	0.011	-0.047
O	9.476	10.687	12.221	-0.018	0.007	-0.065
O	13.471	10.262	12.282	-0.023	0.014	-0.098
O	11.905	6.859	11.79	0.004	-0.011	-0.024
O	4.153	7.22	11.316	-0.04	0.009	-0.073
O	9.38	5.875	11.926	-0.03	-0.014	-0.016
O	3.897	3.937	12.165	0.009	-0.007	-0.106
O	7.659	12.489	12.316	0.011	-0.039	0.002
O	5.025	10.786	11.731	-0.012	0.013	-0.068
O	2.075	10.627	11.828	0.003	-0.002	-0.026
O	15.959	2.035	10.835	-0.041	0.006	-0.026
O	11.519	4.248	12.096	0.003	-0.036	-0.069
O	11.263	13.37	12.437	0.02	0.001	-0.086
O	-0.899	6.658	11.798	-0.012	-0.014	-0.051
O	0.381	12.623	12.151	0.01	-0.025	0.027
O	13.013	7.157	25.927	0.011	-0.006	0.03
O	3.65	1.132	25.242	0.043	-0.05	0.072
O	8.314	1.467	25.704	0.02	-0.013	0.077
O	5.241	6.783	25.981	-0.003	0.008	0.025
O	7.681	9.757	25.682	0.017	0.001	0.092
O	2.467	3.445	26.079	-0.009	-0.011	0.028
O	11.745	9.519	26.24	-0.031	0.03	-0.033
O	4.044	-1.305	26.178	0.022	0.153	0.058
O	10.354	7.261	26.029	-0.022	0.005	0.022
O	10.231	3.94	25.862	-0.01	-0.012	0.061
O	5.861	3.561	26.045	0	-0.013	0.04
O	13.701	0.183	26.939	0.014	0.032	0.008
O	0.478	1.237	26.025	-0.018	0.062	-0.002
O	2.546	6.835	25.758	0.001	0.009	0.033
O	0.497	10.578	25.407	0	-0.046	0.109
O	13.766	3.777	25.827	0.003	0.003	0.056
Si	10.336	13.747	17.702	0.029	-0.004	0.028
Si	12.214	-0.713	24.055	0.012	-0.039	-0.08
Si	9.78	11.509	15.749	0.067	0.003	0.089
Si	10.443	3.922	24.255	-0.032	0.014	-0.066
Si	16.178	10.194	21.252	-0.016	0.024	-0.015
Si	13.577	3.485	24.244	0.019	-0.046	-0.026
Si	10.976	13.53	14.031	0.046	0.054	0.122
Si	1.46	3.018	20.536	0.025	-0.03	-0.039
Si	17.394	8.488	16.479	-0.017	-0.031	0.028
Si	0.726	4.427	13.827	-0.014	-0.05	0.046
Si	4.49	12.985	17.619	0.003	-0.009	0.01
Si	12.876	14.366	16.246	0.035	0.016	0.035
Si	4.462	3.327	20.684	0.02	0.035	-0.031
Si	7.753	9.654	24.046	0.025	-0.011	-0.057
Si	8.208	15.227	14.145	-0.049	-0.021	0.075
Si	10.759	9.45	23.157	-0.023	0.058	-0.04
Si	15.066	6.79	17.383	-0.014	-0.018	0.009
Si	-4.661	9.707	17.983	0.05	0.007	0.011
Si	5.299	8.151	22.794	0.05	-0.027	-0.077
Si	11.701	8.049	25.545	-0.001	-0.013	-0.042
Si	11.127	8.042	20.496	-0.018	0.02	-0.001
Si	5.353	13.787	14.639	0.014	0.053	0.062
Si	5.745	3.594	24.422	0.006	0.051	-0.067
Si	11.664	3.706	20.485	-0.029	-0.001	-0.038
Si	-1.023	4.855	21.632	-0.006	0.011	-0.032
Si	15.615	0.563	17.038	-0.014	-0.016	0.031
Si	4.573	8.576	15.326	0.014	-0.054	0.018
Si	3.948	7.597	25.426	0.019	0.016	-0.02
Si	2.989	2.566	24.819	-0.066	0.048	-0.065
Si	1.868	12.075	12.533	0.025	-0.001	0.037
Si	10.923	5.727	12.461	0.047	0.024	0.083
Si	0.01	13.169	20.246	-0.004	-0.015	-0.06
Si	3.907	10.286	20.856	0.001	0	-0.033
Si	-0.167	11.237	24.056	-0.018	0.049	-0.078
Si	10.166	3.986	17.698	0.009	0.015	0.036
Si	3.812	3.648	13.769	-0.03	0.005	0.144
Si	19.506	9.946	17.84	-0.007	-0.003	0.025
Si	7.914	12.197	22.172	0.04	-0.007	-0.029
Si	0.215	7.141	12.894	0.062	-0.001	0.019
Si	14.09	4.297	15.927	-0.023	-0.006	0.058
Si	14.08	9.773	13.721	0.012	0.021	0.126
Si	0.362	1.394	24.391	-0.019	-0.075	-0.031
Si	2.354	2.365	17.669	-0.004	-0.004	0.005
Si	6.434	5.393	22.214	0.02	0.03	-0.036
Si	8.189	1.818	24.104	-0.017	-0.012	-0.1
Si	0.812	11.12	15.177	-0.029	-0.029	0.126
Si	12.738	8.503	16.156	0	-0.032	0.092
Si	9.66	5.496	21.944	-0.044	0.01	-0.062
Si	8.212	11.185	13.125	0.007	0.016	0.008
Si	5.418	10.797	13.323	-0.003	0.001	0.054
Si	11.539	5.838	15.458	0.082	-0.016	0.125
Si	5.483	5.809	15.513	0.003	0.069	0.044
Si	5.289	13.03	20.493	0.002	-0.024	-0.005
Si	-1.096	7.618	20.393	0.019	0.006	-0.039
Si	7.537	4.194	16.617	-0.016	0.07	0.058
Si	-2.948	13.566	21.402	0.02	-0.044	-0.053
Si	4.694	4.107	17.579	0.004	0.011	0.012
Si	10.282	-0.728	20.074	0.013	-0.018	0.015
O	14.82	5.21	17.066	0.007	0.012	-0.017
O	11.213	4.041	18.946	0.002	0.006	0.002
O	16.565	9.594	15.641	0.005	0.026	-0.047
O	13.028	5.256	15.141	-0.004	0.008	-0.058
O	12.123	14.42	14.792	-0.012	0.009	-0.036
O	9.461	12.701	16.814	-0.028	-0.015	-0.04
O	5.549	12.917	18.87	0.007	0.002	-0.001
O	11.583	7.352	16.065	0.003	0.005	-0.042
O	16.587	7.193	17.002	0.017	0.013	-0.019
O	0.42	12.731	23.73	0.011	0.012	0.053
O	15.159	3.683	14.854	0.018	0.002	-0.065
O	11.737	-0.522	20.752	-0.009	0.011	0.003
O	6.94	10.174	13.276	0.015	-0.021	-0.03
O	6.836	14.348	14.269	0.028	0.017	-0.011
O	6.674	-0.12	21.269	-0.026	0.006	-0.007
O	11.951	13.627	17.39	-0.019	0.004	-0.016
O	12.329	9.513	17.385	-0.014	0.015	-0.025
O	13.674	11.373	24.233	0.013	-0.023	0.021
O	9.11	-1.091	21.146	-0.026	0.005	0.022
O	14.75	6.455	21.481	-0.009	-0.002	0.027
O	8.554	11.397	14.698	-0.036	0.002	-0.091
O	1.158	14.639	16.708	0.033	0.026	-0.009
O	2.901	16.286	21.205	0.011	-0.013	-0.007
O	3.406	16.174	16.89	-0.008	-0.01	-0.002
O	12.313	0.534	23.007	-0.004	0.002	0.021
O	17.146	7.219	12.187	-0.036	0.007	-0.016
O	14.228	4.593	23.235	0.009	0.031	0.009
O	4.086	7.752	23.816	-0.028	-0.017	0.067
O	4.792	9.407	21.901	0	0.009	0.022
O	10.8	4.873	16.509	-0.021	0.015	-0.038
O	-0.308	8.563	13.468	0.027	-0.006	-0.029
O	5.721	6.837	21.905	-0.026	0.025	0.034
O	11.917	2.139	20.836	-0.003	0.011	0.02
O	4.547	9.738	14.193	0.006	0.033	-0.088
O	12.748	7.839	20.398	0.007	-0.01	0.007
O	14.145	7.789	16.498	-0.016	0.028	-0.035
O	3.924	11.489	17.335	-0.005	0	-0.01
O	6.626	8.567	23.635	0.002	0.006	0.06
O	2.32	9.924	21.072	0.019	0.001	0.003
O	10.903	9.282	21.541	0.004	-0.004	0.04
O	-0.221	8.983	20.647	-0.011	-0.009	0.005
O	4.167	3.371	24.012	-0.002	-0.012	0.054
O	8.459	0.555	23.132	-0.004	0.001	0.04
O	0.448	6.034	14.076	-0.014	0.074	-0.066
O	4.263	14.924	14.13	-0.006	-0.007	-0.056
O	3.237	13.898	18.159	-0.008	0	-0.015
O	10.302	6.772	21.133	0.016	-0.003	0.009
O	4.516	3.95	19.174	-0.013	0.002	0.02
O	1.649	15.983	18.911	-0.008	0.016	-0.005
O	9.922	13.473	19.256	-0.014	0.003	-0.004
O	4.844	14.568	20.811	-0.006	-0.002	0.011
O	-2.414	4.505	20.817	0.017	0.003	0.013
O	-0.68	7.023	18.948	0.002	-0.005	0.024
O	9.516	14.251	14.156	0.007	0.001	-0.046
O	-1.385	0.662	21.005	-0.004	0.003	0.027
O	0.241	3.977	21.058	-0.001	0.002	0.013
O	9.962	10.095	16.593	0.006	0.03	-0.021
O	10.11	5.38	23.535	0.019	-0.016	0.041
O	6.686	2.397	23.819	-0.039	-0.016	0.047
O	4.836	4.706	14.489	0.005	-0.016	-0.072
O	5.593	4.214	21.457	-0.026	-0.035	0.005
O	8.603	4.506	17.839	0.009	-0.019	-0.024
O	18.04	9.235	17.776	0.022	0.018	-0.014
O	13.287	3.074	16.661	0.007	-0.016	-0.018
O	11.014	12.058	14.792	-0.014	-0.03	-0.033
O	10.338	4.158	21.31	0.016	-0.013	0.023
O	14.833	11.035	14.422	-0.005	0.013	-0.056
O	5.202	12.295	13.956	-0.003	-0.019	-0.05
O	12.886	9.266	14.721	0.009	-0.001	-0.084
O	8.272	3.314	15.477	0.023	-0.029	-0.072
O	5.486	7.31	14.894	0.002	0.001	-0.028
O	8.023	5.471	21.789	0.007	-0.006	0.024
O	10.529	8.408	18.988	-0.019	0.01	-0.023
O	15.298	0.524	18.634	-0.005	0.009	0.002
O	9.344	2.87	23.686	0.015	0.006	0.041
O	11.688	8.338	23.933	0.035	-0.038	0.096
O	7.061	5.553	15.846	-0.008	-0.029	-0.002
O	4.688	5.635	16.965	0.006	-0.029	-0.005
O	16.279	11.994	16.547	0.001	-0.022	-0.056
O	1.669	2.253	23.894	0.041	0.032	0.058
O	9.229	9.136	23.613	-0.007	-0.018	0.031
O	5.042	9.177	16.789	0.004	0.02	0.001
O	4.175	11.91	20.993	0.005	0.006	0.012
O	1.902	11.803	14.151	0.037	0.036	-0.127
O	-1.039	2.11	23.957	-0.014	0.015	0.043
O	10.753	5.895	14.054	-0.031	0.005	-0.107
O	1.1	1.432	20.815	0.011	0.016	0.016
O	2.243	3.937	14.178	0.007	0.002	-0.071
O	7.444	11.011	23.19	0.001	0.016	0.03
O	4.496	9.844	19.389	0.018	-0.008	0.012
O	11.971	3.419	23.92	-0.009	0.002	0.055
O	10.548	10.956	18.964	-0.006	-0.004	-0.037
O	6.299	5.01	23.809	-0.004	-0.017	0.057
O	0.283	10.28	22.828	-0.015	-0.016	0.006
O	9.976	2.43	17.292	-0.018	-0.013	-0.016
O	11.156	10.983	23.536	-0.002	-0.021	0.032
O	14.258	13.528	16.162	-0.008	0	-0.024
O	5.16	13.575	16.257	0.018	0.003	-0.037
O	6.171	16.296	17.195	-0.018	-0.01	-0.008
O	0.421	11.62	20.513	0.002	-0.01	0.01
O	8.163	14.568	10.862	-0.017	-0.015	-0.027
O	3.645	0.631	27.843	0.11	0.058	0.07
O	8.237	-0.866	26.848	-0.027	0.029	0.018
O	15.792	4.155	12.266	-0.005	0.006	-0.069
O	22.252	16.87	10.622	-0.05	-0.009	-0.081
O	-0.905	10.064	27.621	-0.111	-0.07	0.188
O	19.387	-3.802	26.176	-0.001	0.009	0.046
O	9.465	8.377	11.246	-0.031	-0.049	-0.039

Results
free energy: -253273.065 eV
free energy less fixed offsets of O -568.88, Si -635.61 eV per atom: -6.565 eV

The program warned: the cutoff lies below the one the program advises for these potential files; the exchange-correlation potential is rough where the density is thin.
